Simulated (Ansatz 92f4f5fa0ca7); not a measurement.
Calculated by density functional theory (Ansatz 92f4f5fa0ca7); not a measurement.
Periodic cell of 273 atoms, Si165O106As2, from a study of silicon, its oxide and their interface. The atomic structure is a simulated model.
Doubt: the cutoff is far below the 930 eV that the study's wrapper takes by default for these files, so forces and energies are approximate.

Settings
functional: PBE
potential files: Ansatz PAW
basis: plane waves
wave-function cutoff: 580 eV
density cutoff ratio: 5
exchange-correlation grid ratio: 1
k mesh: 1 x 1 x 1, Gamma-centred
self-consistency stop: 5e-08 eV per atom in the density residual
occupations: fixed
spin: none
net charge: 0

Cell vectors (angstrom)
a, 11.6015, 0, 0
b, 0, 13.3963, 0
c, 0, 0, 29.8085

Atoms: element, x, y, z (angstrom)
Si, 11.5599, 0.204, 22.8877
Si, 3.8926, 0.1773, 22.986
Si, 7.6648, 0.1149, 23.1185
Si, 2.0654, 3.4015, 22.777
Si, 5.8972, 3.6797, 22.965
Si, 9.7571, 3.5379, 22.998
Si, 11.6447, 6.8786, 22.9131
Si, 4.0308, 7.0519, 23.1019
Si, 7.7935, 6.8826, 23.2285
Si, 2.0556, 10.2396, 23.1994
Si, 5.8771, 10.12, 23.2428
Si, 9.9032, 10.1095, 23.2198
Si, 11.7003, 2.4175, 23.7456
Si, 3.9879, 2.43, 23.7408
Si, 7.7872, 2.4089, 23.7439
As, 2.1062, 5.7672, 22.5971
Si, 5.8269, 5.7851, 23.9885
Si, 9.7752, 5.7248, 23.8742
Si, 11.7973, 8.9965, 23.996
Si, 3.9179, 9.1336, 24.1299
Si, 7.8757, 9.0997, 23.9694
Si, 1.912, 12.5079, 23.7777
Si, 5.7579, 12.3916, 23.8998
Si, 9.6933, 12.4184, 23.7827
Si, 11.6518, 2.3107, 26.1671
Si, 3.8993, 2.322, 26.1604
Si, 7.7548, 2.3093, 26.1619
As, 1.9525, 5.611, 26.081
Si, 5.7993, 5.6554, 26.3244
Si, 9.7151, 5.6364, 26.2518
Si, 11.6816, 8.9434, 26.3272
Si, 3.8902, 8.9886, 26.4261
Si, 7.8019, 9.0106, 26.3101
Si, 1.9238, 12.3741, 26.1863
Si, 5.7857, 12.334, 26.2648
Si, 9.6917, 12.3498, 26.1865
Si, 1.9671, 1.1877, 27.008
Si, 5.818, 1.1898, 27.0105
Si, 9.6963, 1.1885, 26.9922
Si, 11.6303, 4.5067, 27.0669
Si, 3.871, 4.5103, 27.0742
Si, 7.7553, 4.5127, 27.0326
Si, 1.974, 7.799, 27.109
Si, 5.858, 7.8851, 27.0783
Si, 9.7159, 7.8533, 27.0625
Si, 11.6189, 11.2171, 27.0243
Si, 3.842, 11.2482, 27.0637
Si, 7.7567, 11.2474, 27.0432
Si, 1.9336, 1.1164, 29.4135
Si, 5.8008, 1.1164, 29.4135
Si, 9.6679, 1.1164, 29.4135
Si, 0, 4.4654, 29.4135
Si, 3.8672, 4.4654, 29.4135
Si, 7.7343, 4.4654, 29.4135
Si, 1.9336, 7.8145, 29.4135
Si, 5.8008, 7.8145, 29.4135
Si, 9.6679, 7.8145, 29.4135
Si, 0, 11.1635, 29.4135
Si, 3.8672, 11.1635, 29.4135
Si, 7.7343, 11.1635, 29.4135
Si, 0, 0, 0.3944
Si, 3.8672, 0, 0.3944
Si, 7.7343, 0, 0.3944
Si, 1.9336, 3.3491, 0.3944
Si, 5.8008, 3.3491, 0.3944
Si, 9.6679, 3.3491, 0.3944
Si, 0, 6.6981, 0.3944
Si, 3.8672, 6.6981, 0.3944
Si, 7.7343, 6.6981, 0.3944
Si, 1.9336, 10.0472, 0.3944
Si, 5.8008, 10.0472, 0.3944
Si, 9.6679, 10.0472, 0.3944
Si, 11.5479, -0.0464, 2.7435
Si, 3.8448, -0.0695, 2.8029
Si, 7.6644, -0.0891, 2.7722
Si, 1.9295, 3.2708, 2.7426
Si, 5.7554, 3.2749, 2.7998
Si, 9.5933, 3.3099, 2.7603
Si, 11.574, 6.6386, 2.7545
Si, 3.8709, 6.6211, 2.7384
Si, 7.7357, 6.6456, 2.7669
Si, 1.9251, 10.0058, 2.7507
Si, 5.8209, 10.0411, 2.7702
Si, 9.6765, 9.9779, 2.7496
Si, 11.5497, 2.2059, 3.4402
Si, 3.819, 2.1279, 3.6467
Si, 7.6784, 2.1164, 3.5609
Si, 1.9075, 5.5024, 3.4707
Si, 5.8073, 5.5248, 3.5638
Si, 9.6516, 5.525, 3.6095
Si, 11.6126, 8.8692, 3.554
Si, 3.8931, 8.8706, 3.4229
Si, 7.7401, 8.8782, 3.5462
Si, 1.8655, 12.2353, 3.5475
Si, 5.754, 12.2183, 3.7419
Si, 9.6168, 12.1997, 3.5107
Si, 11.478, 2.165, 5.7586
Si, 3.7324, 2.0344, 6.0701
Si, 7.6091, 1.971, 5.9276
Si, 1.8801, 5.4135, 5.8048
Si, 5.8067, 5.4704, 5.9372
Si, 9.6243, 5.4527, 6.011
Si, 11.6428, 8.8, 5.9287
Si, 3.9189, 8.7946, 5.737
Si, 7.7778, 8.8172, 5.9158
Si, 1.7862, 12.1678, 5.9166
Si, 5.7207, 12.1231, 6.25
Si, 9.5874, 12.1165, 5.863
Si, 1.6347, 0.982, 6.7324
Si, 5.6714, 0.9931, 7.0095
Si, 9.6361, 0.9427, 6.5967
Si, 11.574, 4.323, 6.7183
Si, 3.8285, 4.328, 6.5584
Si, 7.697, 4.1839, 6.6229
Si, 2.0345, 7.6355, 6.5087
Si, 5.8346, 7.7419, 6.6901
Si, 9.7214, 7.7128, 6.7286
Si, 11.4579, 10.9984, 6.7721
Si, 3.6567, 10.9411, 6.6448
Si, 7.7599, 10.9807, 6.8569
O, 9.9058, 7.9106, 8.389
O, 9.9063, 0.8319, 8.2456
O, 1.0371, 0.9276, 8.3179
O, 3.0784, 10.5594, 8.1554
O, 5.8257, 7.9166, 8.3525
O, 5.6117, 1.1939, 8.6933
O, 3.7717, 4.3387, 8.2058
O, 7.6583, 3.7418, 8.2487
O, 0.0451, 4.285, 8.3912
O, 11.1637, 10.9604, 8.4236
O, 8.1255, 10.7751, 8.4934
O, 2.3822, 7.5063, 8.1118
O, 11.4401, 0.2309, 21.2072
O, 9.7759, 3.6478, 21.3351
O, 4.3444, 7.5884, 21.551
O, 5.9554, 4.1545, 21.3481
O, 5.7951, 9.8603, 21.5892
O, 2.1054, 3.1333, 21.1216
O, 7.3456, 13.4281, 21.4786
O, 3.9464, 0.1947, 21.3205
O, 7.6491, 6.9111, 21.5798
O, 2.1589, 10.1575, 21.5523
O, 11.3265, 7.0379, 21.2666
O, 10.3215, 9.767, 21.6305
Si, 11.5833, 6.4615, 11.2833
Si, 1.5878, 10.3905, 16.2156
Si, 0.2306, 3.7006, 9.9052
Si, 8.0942, 12.8406, 20.1635
Si, 2.8481, 10.4741, 9.753
Si, 2.59, 10.3681, 20.0032
Si, 10.326, 3.6976, 19.7991
Si, 0.2597, 12.8178, 17.0718
Si, 10.8214, 0.7028, 19.7562
Si, 3.169, 7.7712, 16.2056
Si, 0.2362, 6.5147, 19.7981
Si, 9.3986, 2.5418, 14.271
Si, 2.9124, 2.5616, 11.0266
Si, 5.1494, 11.9965, 15.3179
Si, 5.0404, 8.748, 20.638
Si, 3.6193, -0.372, 11.2657
Si, 5.5971, 8.9044, 14.7688
Si, -0.1563, 11.3251, 9.9975
Si, 9.5405, 10.0412, 20.2286
Si, 3.4601, 0.0277, 19.7673
Si, 7.4709, 4.7186, 9.5313
Si, 2.3862, 12.3835, 14.1412
Si, 6.1966, 0.6055, 10.1267
Si, 2.7846, 2.8488, 19.6516
Si, 5.7242, 4.4548, 13.6393
Si, 7.4902, 0.2258, 15.5707
Si, 9.624, 11.356, 15.1831
Si, 1.995, 6.5849, 13.5337
Si, 2.8478, 3.5465, 14.0029
Si, 11.6994, 9.1891, 18.3509
Si, 11.2364, 0.8832, 9.201
Si, 9.1296, 7.3374, 9.7036
Si, 8.683, 8.5737, 14.561
Si, 4.7861, 7.1677, 12.3316
Si, 2.9269, 5.6409, 18.7103
Si, 2.5429, 7.4169, 9.7091
Si, 6.2709, 8.4408, 9.8311
Si, 4.334, 4.7731, 9.6488
Si, 9.3636, 10.5064, 12.2624
Si, 5.9855, 13.0097, 17.9349
Si, 7.9721, 4.9429, 18.3442
Si, 8.3128, 5.4247, 15.1846
Si, 7.3305, 11.0866, 9.9057
Si, 5.3446, 4.2236, 19.8299
Si, 0.7937, 1.513, 15.0262
Si, 7.6133, 7.5223, 20.0792
Si, 7.6542, 2.8041, 11.8477
O, 3.4563, 6.0925, 10.0895
O, 1.9547, 2.6796, 15.0715
O, -0.3532, 12.954, 10.1719
O, 8.5143, 8.8453, 19.9273
O, 2.4417, 1.2657, 19.3326
O, 8.1571, 5.3228, 16.7879
O, 2.7511, 11.957, 19.6519
O, 7.1675, 8.7893, 15.1188
O, 1.3002, 0.211, 14.1621
O, 4.4182, 3.8254, 14.4331
O, 4.2518, 3.4299, 10.6099
O, 10.9663, 2.1032, 14.4668
O, 11.3879, 4.8522, 10.9832
O, 10.8561, 12.0386, 16.0184
O, 8.9406, 6.9244, 14.7537
O, 1.7893, 3.3754, 10.1974
O, 8.465, 5.9485, 9.2021
O, 11.1322, 2.2976, 19.4839
O, 5.4154, 7.6119, 10.9102
O, 11.351, 7.6139, 18.6662
O, 7.8776, 8.2787, 10.1422
O, 10.1378, 7.1642, 10.9744
O, 9.2281, 4.1294, 14.7086
O, 8.8294, 11.4548, 20.534
O, 10.583, 10.5204, 11.1507
O, 8.3726, 12.2501, 15.7344
O, 4.4277, 2.8816, 19.7048
O, 4.7099, 0.1869, 18.7389
O, 10.5068, 10.1425, 18.927
O, 6.8153, 0.6928, 17.0046
O, 0.521, 6.7624, 12.8151
O, 1.0542, 7.1494, 10.285
O, 3.1521, 7.1955, 12.539
O, 3.9807, 9.5587, 19.7079
O, 6.7967, 5.2123, 14.6039
O, 0.5757, 0.9336, 16.5353
O, 1.5626, 11.805, 17.0803
O, 5.4147, 8.3017, 13.2872
O, 2.986, 12.3953, 12.6271
O, 6.4422, 3.2034, 12.8752
O, 2.8073, 9.3429, 16.564
O, 6.1067, 7.9953, 19.6608
O, 1.86, 6.4381, 19.6463
O, 1.4597, 9.6457, 19.1062
O, 9.4934, 9.7264, 15.4522
O, 3.1078, 8.9023, 10.1968
O, 8.9876, 9.0526, 12.9941
O, 2.1533, 7.3429, 14.976
O, 9.0801, 3.8271, 18.7638
O, 4.7408, 7.9267, 15.7712
O, 7.2596, 1.6106, 10.8252
O, 8.181, 6.3557, 19.1186
O, 5.9126, 5.175, 9.6072
O, 7.0356, -0.963, 19.0186
O, 11.0669, 2.2609, 10.0884
O, 8.9897, 2.4077, 12.693
O, 9.7221, 11.5172, 13.5292
O, 6.5265, 4.279, 18.7129
O, 6.0445, 10.06, 9.9544
O, 1.3628, 10.8506, 10.2821
O, 5.1721, 10.4841, 14.7028
O, 1.7103, 10.9326, 14.6369
O, 11.3684, 13.08, 18.6006
O, 5.4693, 11.8369, 16.9183
O, 8.099, 11.0017, 11.3487
O, 11.2554, 5.014, 19.5422
O, 8.3833, 1.496, 15.0583
O, 2.3942, 4.0536, 18.5628
O, 3.7611, 11.7119, 10.3099
O, 9.1897, 0.563, 19.7165
O, 2.7726, 2.6672, 12.6382
O, 3.6655, 12.6489, 15.1241
O, 7.9955, 4.1038, 10.9316
O, 5.1249, 0.2687, 11.323
O, 4.363, 5.5085, 19.4975
O, 6.2204, 13.075, 14.65
O, 3.0723, 6.574, 17.3446
O, 2.7895, 0.9489, 10.703
O, 0.2983, 9.4869, 16.744
O, 5.2325, 5.6193, 12.6039
O, 2.1479, 4.9892, 13.7809
O, 6.9038, 12.623, 9.6962

Results
free energy: -174885.508 eV
free energy less fixed offsets of As -4856.12, O -568.88, Si -635.61 eV per atom: 3.662 eV

Forces (eV/angstrom), in the order of the atoms: element, x, y, z
Si, -0.0053, 0.0001, 0.0019
Si, 0.0127, -0.006, 0.0039
Si, 0.0022, 0.0099, -0.0032
Si, 0.008, 0.0957, -0.0247
Si, -0.0056, 0.005, 0.0146
Si, -0.0038, -0.0017, 0.0117
Si, 0.044, -0.0277, -0.0774
Si, -0.0684, -0.031, -0.0702
Si, 0.0148, 0.024, -0.0092
Si, -0.0151, 0.0003, 0.0176
Si, -0.0015, -0.005, 0.0003
Si, 0.0045, -0.0106, -0.0108
Si, -0.0002, -0.0153, 0.0096
Si, -0.0139, -0.013, 0.0072
Si, -0.0023, -0.0039, -0.0033
As, 0.0531, -0.024, 0.0251
Si, 0.0265, -0.005, 0.0159
Si, 0.022, 0.0023, -0.0046
Si, -0.0058, -0.0133, -0.0111
Si, 0.008, -0.0018, 0.0135
Si, -0.0085, -0.0031, -0.0026
Si, 0.006, 0.0036, -0.0038
Si, -0.0081, -0.0003, -0.0049
Si, 0.0042, -0.0003, -0.0042
Si, -0.003, 0.0021, -0.0065
Si, 0.0026, 0.0055, -0.0032
Si, -0.0004, 0.0004, -0.0059
As, 0.0047, -0.0016, -0.0909
Si, 0.019, 0.0007, -0.0113
Si, -0.0168, 0.0051, -0.0137
Si, 0.0107, 0.0108, -0.0043
Si, -0.0091, 0.0091, -0.0153
Si, 0.0024, 0.012, -0.0069
Si, -0.0016, -0.003, -0.0067
Si, -0.0042, 0.0014, -0.0085
Si, 0.0053, 0.0029, -0.008
Si, 0.0004, -0.0052, 0.0094
Si, 0.0039, 0.0024, 0.0147
Si, -0.0062, 0.0012, 0.0161
Si, 0.0395, -0.0119, -0.0497
Si, -0.0323, -0.018, -0.0303
Si, -0.0021, -0.0058, 0.025
Si, -0.0062, -0.0002, -0.0227
Si, 0.0042, 0.0016, 0.0094
Si, -0.0061, 0.0046, 0.0112
Si, 0.0012, 0.0005, 0.0173
Si, -0.0013, 0.0061, 0.0182
Si, 0.0012, -0.0063, 0.009
Si, 0.0639, 0.1822, -0.2177
Si, 0.0496, 0.1594, -0.227
Si, 0.0778, 0.1412, -0.2677
Si, 0.0021, -0.025, 0.1915
Si, 0.0131, -0.0273, 0.1092
Si, 0.1114, 0.0124, -0.0771
Si, 0.0419, -0.0466, 0.5322
Si, 0.1157, 0.038, 0.3437
Si, 0.081, 0.0061, 0.0724
Si, 0.0281, 0.1264, -0.1757
Si, -0.107, 0.2506, 0.1479
Si, 0.0352, 0.1838, -0.0924
Si, -0.0866, -0.1311, -0.204
Si, 0.0411, -0.1772, 0.2689
Si, -0.2064, -0.228, 0.0264
Si, 0.1055, -0.1601, -0.1197
Si, -0.1116, -0.114, 0.2197
Si, -0.2073, 0.0166, -0.002
Si, -0.1249, -0.0165, -0.0153
Si, -0.0027, -0.1514, -0.1634
Si, 0.0207, -0.0513, 0.0491
Si, -0.0442, -0.0071, -0.1031
Si, 0.1213, 0.1215, -0.0033
Si, 0.0112, -0.122, -0.1395
Si, 0.0012, 0.0019, -0.002
Si, -0.0009, 0.0025, -0.0028
Si, 0.0001, -0.0017, -0.0022
Si, 0.0001, 0.0004, 0.0008
Si, -0.0016, 0.001, -0.005
Si, 0.0055, 0.0021, -0.0043
Si, -0.0018, 0.0001, 0.0015
Si, 0.0011, 0.0015, 0.0006
Si, -0.0001, -0.0002, -0.0017
Si, 0.0001, 0.0025, -0.0069
Si, -0.0006, 0, -0.001
Si, -0.0001, -0.0003, -0.0014
Si, -0.0013, -0.002, 0.0032
Si, 0.0019, -0.003, 0.0019
Si, 0, -0.0017, -0.0024
Si, -0.0002, -0.0006, 0.0024
Si, 0.0007, -0.0004, 0.0003
Si, -0.0005, 0.0004, 0.0003
Si, 0, 0.0006, 0
Si, 0.0008, 0.0003, 0.0015
Si, 0.0006, 0.0001, 0.0005
Si, 0.0004, -0.0029, 0.0003
Si, 0.0002, 0.0013, 0.0003
Si, -0.0008, 0.0004, 0.0009
Si, 0.0006, 0.0007, 0.0002
Si, -0.0013, 0.0012, 0.0011
Si, 0.0009, 0.004, -0.0027
Si, -0.0004, 0.0003, -0.0001
Si, -0.0007, 0.0015, 0.0006
Si, 0.0002, 0.0003, 0.0004
Si, -0.0009, -0.0017, 0.0008
Si, -0.001, -0.0007, -0.0002
Si, -0.0011, -0.0004, -0.0002
Si, -0.0001, 0.0002, -0.0001
Si, -0.0004, -0.0013, 0.0003
Si, -0.0003, -0.0009, 0.0001
Si, -0.0011, -0.0011, 0.0018
Si, -0.0012, 0.0005, 0.0031
Si, 0.0024, -0.0002, 0.001
Si, 0.0008, -0.0013, 0.0034
Si, 0.0004, -0.0025, 0.0033
Si, 0.0003, -0.0017, 0.0022
Si, 0.0018, 0.0013, 0.0025
Si, 0.0015, -0.0002, 0.0023
Si, 0.0004, 0.0003, 0.0014
Si, 0.0001, 0.002, 0.0031
Si, -0.0009, 0.0012, 0.0034
Si, 0.0005, 0.0007, 0.0034
O, 0.0005, 0.0003, -0.0023
O, -0.0015, 0.0006, -0.0022
O, 0.0011, 0.0003, -0.0021
O, 0.0016, 0.0003, -0.0052
O, -0.0011, -0.0004, -0.0012
O, 0.0002, 0.0013, -0.007
O, -0.0001, 0.0008, -0.0036
O, -0.0001, -0.0004, -0.0043
O, -0.0004, 0.0012, -0.0038
O, -0.0002, -0.001, -0.0045
O, 0.0006, -0.0001, -0.004
O, -0.0006, 0.0002, -0.0042
O, 0.0009, -0.0006, 0.0214
O, -0.0028, -0.0057, 0.0081
O, 0.0559, 0.0324, 0.0068
O, 0.0044, 0.0011, 0.0156
O, 0.0143, 0.0309, 0.0133
O, 0.0135, -0.0876, -0.026
O, -0.0016, -0.0023, 0.0075
O, -0.0003, -0.0006, 0.0137
O, 0.0039, -0.0098, 0.0251
O, 0.0018, -0.0095, 0.0028
O, -0.0524, 0.0121, -0.0338
O, -0.0024, 0.0153, 0.0142
Si, 0.0018, -0.0001, 0.0064
Si, 0, -0.0038, 0.0068
Si, 0.0014, 0.0001, 0.0053
Si, 0.0031, -0.0099, -0.0091
Si, 0.0004, 0.0007, 0.0045
Si, 0.0069, -0.0018, -0.0173
Si, -0.0114, -0.0169, -0.0223
Si, -0.0008, -0.0009, 0.0011
Si, -0.0021, 0.003, -0.0113
Si, 0.0017, 0.007, 0.0007
Si, -0.0807, 0.0321, 0.0086
Si, -0.0002, -0.0002, 0.0036
Si, 0, -0.0004, 0.0057
Si, 0.0018, 0.0003, 0.0035
Si, 0.0179, -0.0001, 0.0085
Si, -0.0019, 0, 0.0048
Si, -0.0043, 0.0015, 0.0051
Si, -0.0004, -0.0002, 0.0058
Si, -0.0093, -0.0025, 0.0001
Si, -0.0079, 0.0031, -0.0138
Si, 0.0002, 0.0004, 0.0054
Si, -0.0004, -0.0017, 0.0048
Si, 0.0016, -0.0005, 0.0062
Si, -0.017, -0.0534, 0.0176
Si, -0.0001, 0.0005, 0.004
Si, -0.001, -0.0006, 0.0007
Si, 0.0008, 0.0022, 0.0044
Si, 0.0002, -0.0008, 0.0064
Si, 0.0009, 0.0011, -0.0005
Si, -0.0083, 0.0077, -0.0071
Si, 0.0009, 0.0005, 0.003
Si, 0.0006, -0.0003, 0.0044
Si, -0.0004, -0.0003, 0.0039
Si, -0.0002, -0.0001, 0.0066
Si, 0.0141, -0.0109, -0.0505
Si, -0.0012, -0.0007, 0.0059
Si, -0.0007, 0.0002, 0.004
Si, 0.0001, 0.0003, 0.0048
Si, -0.0001, 0, 0.0073
Si, 0.0019, -0.0027, 0.0012
Si, -0.0066, -0.0012, 0.001
Si, -0.0015, 0.0004, 0.0095
Si, -0.0005, 0.0002, 0.0041
Si, 0.0208, -0.0181, -0.0358
Si, -0.0008, -0.0004, 0.0032
Si, 0.0009, 0.0197, -0.0177
Si, 0.0002, 0.0003, 0.006
O, -0.0003, 0.0003, -0.0028
O, 0.0004, 0.0002, 0.0008
O, -0.0001, 0.0006, -0.0018
O, -0.0012, -0.0053, 0.0072
O, 0.0051, -0.0034, -0.0181
O, -0.0011, -0.0001, -0.003
O, 0.004, -0.0016, 0.0057
O, 0.0004, -0.0012, 0.0001
O, 0.0003, -0.0003, -0.0014
O, -0.0004, 0.0001, -0.0004
O, 0.0006, 0.0008, -0.0025
O, -0.0006, 0.0004, -0.0006
O, 0, -0.0008, -0.0022
O, -0.0021, -0.0014, -0.0009
O, -0.0005, 0.0023, -0.0017
O, -0.0013, 0.0006, -0.0021
O, -0.0003, -0.0002, -0.0018
O, 0.002, 0.0157, 0.0074
O, 0.0007, 0.0015, -0.0022
O, 0.0065, 0.0027, 0.0091
O, 0, -0.0002, -0.0013
O, -0.0017, 0.0006, -0.0022
O, 0.0006, -0.0015, -0.0013
O, 0.0027, -0.0004, 0.0031
O, 0.0014, 0.0003, -0.0036
O, 0.0003, -0.0003, -0.001
O, -0.012, 0.0155, 0.0194
O, 0.0031, -0.002, 0.0103
O, 0.0018, 0, 0.0021
O, 0.0012, -0.0008, -0.0012
O, -0.0024, 0, -0.0032
O, 0.0012, 0.0008, -0.0019
O, 0.0016, 0.0007, -0.0022
O, -0.007, -0.0119, 0.0177
O, -0.0023, -0.0009, -0.0024
O, -0.0003, 0.0007, -0.0002
O, 0.002, 0.0003, 0.0013
O, -0.0013, -0.0028, -0.0035
O, -0.0002, 0.0006, -0.0017
O, 0.0009, -0.0008, -0.003
O, 0.0005, -0.0048, 0.0005
O, 0.003, -0.0046, 0.0139
O, -0.0312, 0.0435, -0.0673
O, 0.0057, -0.002, 0.0075
O, -0.0008, -0.0002, -0.0011
O, 0.0001, -0.0005, -0.0017
O, -0.0003, 0.0011, -0.003
O, -0.0003, -0.0027, 0.0004
O, 0.0044, 0.0041, 0.0118
O, -0.0006, -0.0024, 0.0047
O, -0.002, -0.0016, -0.0026
O, -0.005, 0.0005, 0.0091
O, 0.0006, -0.0006, -0.0019
O, 0.0027, 0.0037, 0.0011
O, -0.0004, -0.0009, -0.002
O, -0.0016, 0.0009, -0.0028
O, 0.0001, -0.001, -0.0041
O, -0.0117, 0.0049, 0.0169
O, -0.0002, -0.0002, -0.0011
O, -0.0002, -0.0001, -0.0015
O, -0.0005, -0.0005, -0.0006
O, -0.0014, 0.0016, -0.0016
O, 0.0025, 0.0016, 0.0027
O, -0.0003, 0.0001, -0.0006
O, -0.0012, 0, -0.003
O, 0.0154, 0.0065, 0.0053
O, 0.0009, 0.0016, -0.0004
O, -0.0098, 0.0197, 0.0443
O, -0.0003, -0.0023, -0.0014
O, -0.001, -0.002, 0.0036
O, 0.0003, -0.0019, -0.0037
O, -0.0016, 0.0002, -0.0013
O, -0.0002, 0.0013, -0.003
O, 0.0009, 0.0002, -0.0017
O, -0.03, 0.0163, 0.0127
O, -0.001, 0.0003, 0
O, -0.0038, -0.0047, 0.0122
O, 0.0002, 0.0001, -0.0011
O, 0.0005, -0.0009, 0.0016
O, -0.001, 0.0033, -0.0019
O, -0.0003, 0, -0.0008
O, -0.0002, 0.0005, -0.0015

The program warned: the cutoff lies below the one the program advises for these potential files; the forces do not sum to zero within the program's tolerance; the exchange-correlation potential is rough where the density is thin.
